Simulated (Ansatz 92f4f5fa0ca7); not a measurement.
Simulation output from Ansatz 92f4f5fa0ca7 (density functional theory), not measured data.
Periodic cell of 254 atoms, Si144O106N4, from a study of silicon, its oxide and their interface. The atomic structure is a simulated model.
This geometry differs little from another in the collection (a relaxation step or a small displacement).

Settings
functional: r2SCAN
potential files: Ansatz PAW
basis: plane waves
wave-function cutoff: 800 eV
density cutoff ratio: 5
exchange-correlation grid ratio: 1
k mesh: 1 x 1 x 1, shifted by 0.5 0.5 0 of a step
self-consistency stop: 1e-10 eV per atom in the density residual
occupations: fixed
spin: none
net charge: 0

Cell vectors (angstrom)
a  10.887  0  0
b  0  10.887  0
c  0  0  35.9762

Atoms and the computed forces on them: element, x, y, z (angstrom), force x, y, z (eV/angstrom)
Si  -0.3232  0.3483  -0.1396  -0.0055  0.0068  -0.0723
Si  3.0336  2.4584  0.1333  -0.0091  0.0127  -0.0565
Si  -0.309  5.8111  0.1237  0.0106  -0.004  -0.0581
Si  3.1237  7.8767  0.2262  0.0007  0.0089  -0.0605
Si  5.101  0.1165  0.1355  -0.0013  -0.0125  -0.0553
Si  8.2593  2.5327  0.1067  -0.0054  0.0013  -0.0571
Si  5.4063  5.6744  0.0133  0.008  -0.0019  -0.0575
Si  8.345  8.0243  0.1101  -0.0061  0.0012  -0.049
Si  1.3371  1.3373  1.2899  -0.0003  -0.0024  -0.0002
Si  4.2186  4.0675  1.3332  0.0032  0.0018  0.0016
Si  1.3847  6.8151  1.4054  -0.0004  -0.0005  0.0014
Si  4.0704  9.506  1.5845  0  0.0004  0.0008
Si  6.7613  1.2878  1.384  -0.0029  0.0011  0.002
Si  9.4779  4.1256  1.3532  0.0009  -0.0008  0.0042
Si  6.827  6.8514  1.4448  0.0001  -0.0028  0.0032
Si  9.5775  9.5999  1.2987  -0.002  0.0003  -0.0011
Si  0.0114  2.7465  2.6705  -0.0004  -0.0007  0.0003
Si  2.6162  -0.0078  2.7776  -0.0036  0.001  0.0011
Si  0.0419  8.2418  2.7217  0.0011  -0.0003  0.0002
Si  2.7644  5.391  2.6974  0.0004  -0.0018  0.0016
Si  5.4851  2.7161  2.7613  -0.0003  0.0008  -0.001
Si  8.1768  -0.0253  2.7276  -0.0008  0.0006  -0.001
Si  5.4989  8.1784  2.8489  -0.0003  0.0013  -0.0016
Si  8.153  5.4509  2.7722  -0.0037  -0.0003  0.0012
Si  1.3863  4.0622  4.0638  0.0013  -0.0001  -0.0005
Si  4.0506  1.3685  4.0664  0.0016  0.0001  -0.0008
Si  1.3268  9.5457  4.1729  -0.0005  -0.0017  -0.0019
Si  4.0846  6.7801  4.0969  -0.0029  -0.0028  -0.0009
Si  6.8141  4.0843  4.132  -0.0021  -0.0001  0.0017
Si  9.5332  1.3815  4.0541  -0.0022  -0.0012  0.0017
Si  6.862  9.5284  4.1542  0.0019  0.0014  0.0003
Si  9.5468  6.8384  4.0595  0.0003  0.0007  -0.0007
Si  -0.0315  0.0314  5.4891  -0.0007  -0.0017  0.0024
Si  2.7095  2.7091  5.4597  -0.0013  -0.0006  0.0005
Si  0.0218  5.4517  5.397  -0.0015  0.0006  -0.0002
Si  2.725  8.1557  5.4492  -0.0013  0.0007  0.0003
Si  5.4348  0.0112  5.4208  -0.0015  0  -0.0008
Si  8.1824  2.7241  5.4473  -0.0026  -0.0006  -0.0007
Si  5.4375  5.4368  5.4802  -0.0022  -0.0004  0.0012
Si  8.1986  8.153  5.4874  -0.0019  -0.0012  0.0004
Si  1.3555  1.3684  6.85  -0.0019  -0.0012  -0.0009
Si  4.0615  4.0752  6.8142  -0.0002  0.0007  -0.0007
Si  1.3455  6.8081  6.7856  -0.0009  -0.0003  0.0007
Si  4.0902  9.5296  6.7855  0.0002  -0.0005  0.0001
Si  6.7862  1.369  6.7786  -0.0008  -0.0004  0.0003
Si  9.5588  4.0869  6.7771  -0.0007  0.0006  -0.0003
Si  6.8133  6.8003  6.8345  -0.0013  0.0003  -0.0009
Si  9.519  9.5346  6.8439  -0.0018  0.0003  -0.0004
Si  -0.0152  2.7394  8.1962  -0.0006  -0.0016  0.0003
Si  2.7287  -0.0287  8.1716  -0.0032  0.0011  0.0005
Si  -0.0008  8.1555  8.1738  -0.0035  -0.0003  0.0015
Si  2.6844  5.4469  8.1374  0.0012  -0.0006  0.0004
Si  5.4159  2.6957  8.1503  -0.0001  -0.0007  -0.0003
Si  8.1392  0.0265  8.1496  -0.0002  -0.0021  0.0009
Si  5.4433  8.1971  8.1635  -0.0011  -0.0009  -0.0004
Si  8.2021  5.4208  8.1508  -0.0011  -0.0002  0.0006
Si  1.3365  4.1239  9.5399  -0.002  -0.0016  0.0011
Si  4.0661  1.3408  9.5444  -0.001  -0.0043  0.0021
Si  1.3535  9.5109  9.5318  0.0003  0.0006  0.0016
Si  4.0371  6.8238  9.4588  0.0004  -0.0007  0.0006
Si  6.834  4.0247  9.4536  0.0018  0.0015  0.001
Si  9.4956  1.3522  9.5379  -0.0004  -0.0009  0.0008
Si  6.7983  9.5819  9.5211  -0.0024  -0.0015  0.0001
Si  9.5378  6.7863  9.5412  -0.0038  -0.0008  0.0009
Si  -0.0198  -0.0181  10.8845  -0.0029  -0.0021  0.002
Si  2.6514  2.7042  10.8546  -0.0044  -0.0032  0.0027
Si  -0.0001  5.4556  10.97  -0.0024  0.0008  -0.0011
Si  2.6912  8.139  10.8924  -0.0054  -0.0012  0.0013
Si  5.4702  0.038  10.9398  0.0012  0.0018  -0.0025
Si  8.1315  2.6941  10.9161  0.0008  -0.0028  -0.0034
Si  5.4517  5.4306  10.6755  -0.0008  -0.0035  0.0005
Si  8.1674  8.2009  10.8249  -0.0017  -0.0031  -0.0018
Si  1.2217  1.4175  12.2667  0  0.0053  -0.0038
Si  4.1491  4.066  12.0191  0.0002  -0.0024  0.0006
Si  1.3797  6.8094  12.3693  -0.0018  -0.0042  -0.001
Si  4.0589  9.5302  12.1797  -0.0015  0.0001  -0.0015
Si  6.8312  1.3671  12.4011  0.0015  -0.0028  0.0003
Si  9.4642  4.07  12.2614  0.01  -0.0045  -0.0017
Si  6.7201  6.8236  12.0222  -0.0039  0.0012  0.0039
Si  9.551  9.4647  12.2578  0.0064  0.0015  -0.0024
Si  -0.2496  2.6968  13.7702  0.0037  -0.0079  0.0076
Si  2.7104  0.0434  13.4618  -0.0064  0.0029  -0.0011
Si  -0.0175  8.172  13.7935  -0.0023  0.0015  -0.0058
Si  2.8437  5.2898  13.4653  -0.0045  0.0064  0.0058
Si  5.3958  2.8739  13.5991  0.0043  -0.0006  -0.0046
Si  8.2329  -0.1147  13.7  0.0024  0.0054  -0.0031
Si  5.3552  8.0702  13.4522  -0.0005  0.0003  -0.0001
Si  8.0626  5.5384  13.3951  -0.0041  -0.0023  -0.0066
Si  1.5699  3.8032  14.7423  0.0055  0.0148  0.0404
Si  3.7985  1.6507  14.786  0.0031  0.0024  0.0448
Si  1.225  9.8998  14.9363  0.0022  -0.0041  0.0455
Si  4.2717  6.5254  14.8874  -0.0001  -0.0062  0.0477
Si  6.5707  4.5202  14.8594  -0.0003  0.0064  0.0451
Si  9.665  0.9418  15.3046  -0.0157  -0.017  0.0647
Si  6.988  9.0845  14.756  -0.012  0.0038  0.0441
Si  9.1867  6.8834  14.9447  -0.0005  -0.0172  0.043
Si  4.7906  3.7515  19.0658  -0.0029  0.0002  0.0987
Si  11.6018  -5.0164  33.2  -0.006  0.0093  -0.1045
Si  6.0174  -1.5197  17.5782  0.0052  0.0064  0.1086
Si  -3.9469  -8.6407  20.2259  -0.0067  -0.0074  0.0949
Si  -8.1689  -3.0091  20.0249  -0.0015  -0.0092  0.114
Si  9.09  6.7538  23.209  -0.0048  0.0002  0.0455
Si  13.9485  13.1556  30.8785  -0.0044  0.0012  -0.0991
Si  4.1899  20.4793  22.0931  0.0159  0.0033  0.0687
Si  0.8679  28.3279  21.7689  -0.0123  -0.0021  0.0742
Si  26.9035  18.487  31.8195  -0.0058  -0.0158  -0.1068
Si  12.3331  12.3615  16.5642  -0.0049  0.0087  0.0814
Si  13.2176  18.8312  16.9582  0.0064  -0.0023  0.1024
Si  7.4113  4.6862  24.8687  0.0029  -0.0053  0.0153
Si  5.9817  13.8267  31.1644  0  -0.0044  -0.0871
Si  11.1955  5.7399  16.899  0.0021  0.002  0.0811
Si  17.5299  -1.3969  33.8533  0.0069  0.0079  -0.1236
Si  6.1023  28.1215  27.1675  -0.0068  0.0015  -0.0395
Si  16.3845  -12.458  27.4848  0.0056  0.0018  -0.034
Si  10.6417  19.7398  24.8247  -0.0012  -0.0037  0.011
Si  7.2124  9.1793  22.8218  0.0071  -0.0032  0.0415
Si  -1.6194  26.8043  31.5798  0.0049  -0.0041  -0.0946
Si  15.9072  23.1824  22.6551  -0.0163  -0.0024  0.0666
Si  -4.0108  27.3976  30.165  -0.0018  0.0069  -0.0764
Si  -2.2071  1.8018  25.4089  -0.0034  0.0058  0.0093
Si  -9.0174  14.0719  33.3324  -0.0017  -0.0115  -0.122
Si  14.1956  19.2703  29.411  -0.0089  -0.0079  -0.0744
Si  -2.9944  -10.3783  31.8508  -0.0052  -0.0001  -0.1002
Si  9.7917  23.362  20.3873  -0.0058  -0.0132  0.1001
Si  8.0541  10.192  29.1315  0.001  -0.0026  -0.0954
Si  -18.5595  16.0521  21.1288  -0.0067  0.0089  0.0866
Si  -2.6837  0.4269  18.167  -0.007  0.0109  0.1236
Si  15.3286  15.083  23.7246  0.011  -0.006  0.0462
Si  -5.0599  17.0411  17.3895  -0.008  -0.0082  0.1062
Si  12.2516  -4.4865  28.2332  0.0015  0.007  -0.0419
Si  3.3381  -16.0261  25.9977  0.004  -0.0042  -0.0024
Si  -6.7279  0.9116  17.5951  0.0153  0.0095  0.1026
Si  13.3689  7.9736  24.1359  0.002  0.0027  0.0341
Si  -0.7571  1.1408  28.0049  0.0003  -0.0086  -0.0374
Si  6.9516  -17.6372  33.6848  0.0063  -0.004  -0.1296
Si  8.4055  15.6777  17.0691  -0.0008  -0.0144  0.082
Si  11.3038  14.5482  29.6716  -0.0037  -0.0023  -0.0721
Si  -0.1985  3.4625  18.4368  -0.0061  -0.0065  0.1037
Si  -0.4567  -1.7751  27.8066  0.0054  0.0034  -0.0282
Si  -23.1449  21.9626  22.9023  -0.0065  -0.0109  0.0635
Si  -4.5027  21.6892  25.1245  0.0079  0.0007  0.0173
Si  24.4649  -2.6674  33.2974  0.0088  0.0004  -0.111
Si  2.0821  10.3521  31.1856  0.0071  -0.0024  -0.0907
Si  21.67  11.7317  32.8799  -0.0046  0.013  -0.1204
O  2.3785  -7.633  34.8494  0.023  -0.0123  0.0877
O  5.4948  -0.8219  34.8305  -0.0209  0.0214  0.06
O  4.5499  2.7038  30.4524  0.0041  0.0026  0.0337
O  11.2274  -5.53  34.6839  -0.0199  -0.0004  0.092
O  -5.0443  14.3926  32.683  0.0109  0.0171  0.0724
O  -3.2009  8.6097  34.7121  0.0244  -0.0228  0.0647
O  15.0893  6.7466  35.6711  -0.0002  -0.0052  0.0314
O  6.1963  5.2808  34.5821  -0.0254  0.0186  0.075
O  2.7377  20.4882  32.4615  0.0046  -0.023  0.0543
O  11.401  13.1961  33.2  0.0045  0.0045  0.0363
O  9.4268  1.5004  35.6028  -0.0011  0  0.0414
O  16.8772  4.3836  24.1525  -0.008  0.0012  -0.0121
O  7.5047  3.0465  34.7353  0.0177  -0.0207  0.0682
O  3.4614  4.4709  24.9962  0.0059  0.0017  -0.0124
O  -0.061  2.7242  19.8599  0.0092  0.0194  -0.053
O  7.3414  10.7889  33.2291  -0.0141  -0.0256  0.0599
O  -2.6607  4.5454  32.7459  -0.0283  -0.0092  0.0634
O  8.0753  -2.87  15.4101  0.0035  0.0041  -0.0341
O  10.8938  10.8451  34.2583  -0.0021  -0.0114  0.0866
O  2.5209  11.6586  17.5708  -0.0225  0.0047  -0.0348
O  -2.4499  2.3799  20.8143  0.003  0.0029  -0.0341
O  7.4911  -1.0481  18.1351  -0.0113  -0.0112  -0.0338
O  4.8786  -0.4612  18.1429  -0.0028  0.0011  -0.0277
O  1.6068  -16.6274  21.4098  0.0105  -0.0048  -0.0293
O  -20.4089  -3.5545  33.097  -0.0014  -0.0005  0.0328
O  9.148  1.3884  23.9167  0.0058  -0.0082  -0.0255
O  9.4716  0.5204  19.1914  -0.0116  -0.0107  -0.0559
O  6.0721  9.616  15.9887  0.0144  -0.0064  -0.063
O  -10.439  26.7229  18.3306  -0.0022  0.0117  -0.0459
O  9.8899  1.6275  26.4684  0.0037  -0.0002  0.0122
O  3.6319  3.9287  20.1882  0.0181  -0.0187  -0.0562
O  -8.1234  8.2331  18.4676  -0.0069  0.0052  -0.1004
O  4.6536  1.083  16.0628  -0.0087  0.0113  -0.0611
O  10.0072  -1.6597  26.2471  0.0043  0.0021  0.0067
O  -2.1655  0.9132  16.6876  0.0338  0.0067  -0.0836
O  7.3388  16.6286  17.8217  0.0044  -0.0052  -0.0428
N  11.2669  0.3283  15.7448  -0.0135  -0.007  -0.042
O  -3.8197  1.3737  18.8546  0.0103  -0.0228  -0.054
O  -11.619  -7.0055  30.8181  -0.0166  0.0144  0.0444
O  16.9258  1.6497  21.4293  0.0257  0.0131  -0.056
O  10.789  13.3159  28.7376  0.0095  0.0217  0.0303
O  -2.6957  10.3612  22.2683  0.0045  0.0073  -0.0206
O  19.2728  5.4329  23.8108  0.0067  0.0064  -0.0128
O  10.3802  9.9686  23.69  -0.003  0.0107  -0.0206
O  -5.1074  20.1013  22.0629  -0.0094  0.0014  -0.0228
O  -3.3253  3.8787  16.014  -0.0232  -0.0018  -0.0457
O  15.3658  13.2063  18.3593  -0.0099  -0.0336  -0.0525
O  10.3693  0.8086  21.6742  0.0042  0.0188  -0.0488
O  25.9919  24.4867  23.1394  0.0071  -0.0048  -0.0206
O  7.0049  31.2514  24.4085  0.001  -0.0034  -0.0166
O  9.9339  -3.4146  24.382  -0.0004  -0.0005  -0.0134
O  4.4997  19.1643  30.4941  0.0165  -0.008  0.0528
O  -2.9474  29.5204  22.6325  0.0009  0.0026  -0.0167
O  6.0882  19.4954  32.6258  0.0168  0.0209  0.0546
O  -0.5837  16.914  32.2801  0.0207  0.0096  0.0526
O  1.6442  17.9773  23.0831  -0.0058  -0.0117  -0.0335
O  7.5169  0.7777  25.8788  0.0014  -0.0014  -0.0056
O  6.2445  -7.2499  19.7881  -0.0117  0.0112  -0.0437
O  12.1137  4.9151  15.8823  0.0162  -0.0235  -0.0543
O  3.4967  8.9762  23.4081  0.0111  0.0054  -0.0285
O  14.9517  1.2818  35.5812  0.0023  -0.0031  0.0249
O  6.5679  20.8166  28.5431  0.011  0.0052  0.0235
O  10.1706  28.1571  22.04  0.0171  -0.0033  -0.0299
O  13.07  9.2913  16.1154  -0.0137  0.0162  -0.0427
O  -13.0894  22.507  28.6469  -0.0071  -0.0036  0.0246
O  -7.4522  17.9411  16.1979  0.0157  -0.0116  -0.0547
O  -1.823  19.8848  28.6759  -0.0074  0.0044  0.0205
N  13.2898  2.4582  15.481  0.0019  -0.0003  -0.055
O  11.3195  24.252  17.3229  0.0215  -0.0274  -0.0515
O  4.8262  15.9944  18.1665  0.0193  0.031  -0.0618
O  11.5153  5.1277  28.9497  -0.0045  -0.0129  0.0267
O  -12.3283  -3.9863  35.6335  -0.004  0.0006  0.0354
O  -7.3175  -4.343  20.3574  0.0009  0.0107  -0.0402
O  -2.7633  3.3196  25.3568  -0.0001  0.0015  -0.0034
O  0.4186  18.6241  28.0177  0.0072  -0.002  0.0122
O  6.8961  12.5022  31.2297  0.0037  -0.0043  0.0361
N  -5.2753  38.4066  15.6894  -0.0051  -0.0107  -0.0628
O  2.6552  17.8205  29.076  0.0078  0.0113  0.0211
O  12.5693  15.5565  32.7015  -0.0041  0.0003  0.0373
O  -5.1901  18.6471  17.8084  0.0005  -0.0007  -0.0364
O  15.505  -5.1604  26.9821  0.0054  0.0025  0.0078
O  13.8235  22.4627  30.5732  -0.0065  0.0019  0.0263
O  3.0011  2.4327  32.4799  -0.0132  0.015  0.0515
O  -8.9376  5.7922  26.8336  -0.0011  0.0042  0.0149
O  0.1387  10.6369  28.1123  -0.0005  0.0021  0.0152
O  -10.226  10.9356  31.6826  -0.0178  0.0104  0.0478
O  7.144  16.5132  26.1636  -0.0007  0.003  0.007
O  8.004  21.1065  30.7463  -0.0024  0.0165  0.0533
O  14.9436  -16.5783  22.5137  -0.0072  0.0055  -0.0439
O  1.8766  14.0381  30.2028  0.0193  -0.0069  0.0339
O  20.0107  3.732  18.0676  -0.0097  0.0181  -0.0463
O  8.4348  16.7818  30.4925  0.0102  -0.0067  0.0364
O  23.8392  -1.6264  29.9873  -0.0059  0.0148  0.0399
N  20.4708  -5.0603  16.3185  0.0048  0.0173  -0.0606
O  12.0819  -3.2731  20.5664  0.0207  0.0143  -0.0436
O  16.2034  10.3404  26.2411  -0.0007  -0.0008  0.0049
O  3.413  7.0803  25.092  -0.0006  0.0017  -0.0054
O  0.8859  -3.659  17.0149  -0.0082  -0.0077  -0.0352
O  6.5309  17.0514  28.7044  0.009  -0.0076  0.044
O  3.9737  0.2999  22.1521  0.0005  -0.0036  -0.0224
O  6.6997  4.022  30.2119  -0.0031  -0.009  0.0347
O  14.7972  -3.6323  32.8228  -0.0174  0.005  0.0387
O  16.9669  7.9318  26.884  -0.001  -0.0016  0.0137
O  14.9121  -12.7055  28.1263  -0.0079  -0.0042  0.0259
O  13.5941  -2.2199  34.8404  0.0074  -0.0022  0.0837
O  -5.1093  0.8485  23.9664  -0.0044  0.0051  -0.025
O  16.835  -4.5844  31.3151  -0.0139  0.0137  0.0419
O  -12.4543  12.0168  32.2674  0.0167  0.0012  0.0411
O  1.3582  -2.1576  25.0205  0.0012  -0.0022  -0.0088
O  14.3226  9.1006  20.773  -0.0123  -0.0173  -0.0547

Results
free energy: -154116.483 eV
free energy less fixed offsets of N -386.36, O -570.45, Si -639.56 eV per atom: -6.703 eV

The program warned: the cutoff lies below the one the program advises for these potential files; the forces do not sum to zero within the program's tolerance; empty levels may hold ghost states of the PAW files; the exchange-correlation potential is rough where the density is thin.
